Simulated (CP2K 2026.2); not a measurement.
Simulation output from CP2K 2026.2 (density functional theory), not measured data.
Periodic cell of 513 atoms, Si351O162, from a study of silicon, its oxide and their interface. The atomic structure is a simulated model.
Doubt: the forces sum to 0.53 eV/angstrom along one axis rather than to zero, so they err by at least 0.0010 eV/angstrom per atom on average; the grid cutoff is modest.

Settings
functional: PBE
method: Gaussian and plane waves
basis set: DZVP-MOLOPT-SR-GTH
pseudopotentials: GTH-PBE
grid cutoff: 300 Ry, relative cutoff 40 Ry
k points: Gamma only
occupations: fixed
spin: none
net charge: 0

Cell vectors (angstrom)
a 16.407 0 0
b 0 16.407 0
c 0.1278 0.4052 34.3117

Atoms and the computed forces on them: element, x, y, z (angstrom), force x, y, z (eV/angstrom)
Si 16.242 0.414 0.129 -0.01 -0.066 0.177
Si 2.966 3.083 34.223 -0.052 0.12 0.225
Si 16.076 5.898 0.362 0.008 0.003 0.195
Si 2.374 8.575 0.065 0.038 -0.038 0.197
Si 0.335 10.952 0.202 -0.062 -0.016 0.2
Si 3.122 13.371 0.188 -0.057 0.115 0.18
Si 5.25 0.833 34.218 0.085 -0.036 0.183
Si 7.948 3.242 0.133 0.006 -0.073 0.169
Si 5.899 5.964 34.307 -0.091 0.015 0.178
Si 8.581 7.891 0.061 -0.117 0.157 0.17
Si 5.411 11.175 0.173 0.022 -0.032 0.185
Si 8.69 13.537 0.026 -0.124 0.017 0.187
Si 11.228 16.22 0.073 -0.017 0.051 0.202
Si 13.899 2.53 0.161 -0.008 0.087 0.194
Si 10.911 5.659 0.22 0.084 -0.085 0.182
Si 13.878 8.096 0.035 -0.056 0.069 0.204
Si 10.807 11.179 0.015 0.052 -0.078 0.228
Si 13.434 13.978 0.124 0.097 -0.017 0.205
Si 1.396 1.558 1.433 -0.008 0.002 -0.058
Si 4.066 4.325 1.171 0.006 -0.013 -0.053
Si 1.301 7.074 1.537 -0.016 0.003 -0.067
Si 4.114 9.611 1.369 0.007 0.018 -0.04
Si 1.529 12.369 1.593 0.002 -0.019 -0.059
Si 4.142 15.183 1.313 -0.01 -0.017 -0.04
Si 6.773 1.531 1.264 -0.01 0.013 -0.06
Si 9.629 4.167 1.496 -0.002 0.018 -0.05
Si 6.929 6.952 1.458 0.009 -0.019 -0.062
Si 9.623 9.625 1.328 0.017 -0.016 -0.045
Si 6.991 12.445 1.337 0.02 -0.011 -0.047
Si 9.665 15.122 1.443 0.013 -0.011 -0.057
Si 12.352 1.369 1.46 0.013 -0.003 -0.059
Si 14.946 4.209 1.505 0.002 0.001 -0.039
Si 12.396 6.947 1.485 -0.012 0 -0.044
Si 15.038 9.74 1.333 0.013 -0.002 -0.044
Si 12.293 12.4 1.422 -0.007 0.012 -0.053
Si 15.094 15.141 1.366 -0.012 0.009 -0.058
Si 0.031 2.907 2.808 0.007 0.01 0.016
Si 2.751 0.105 2.731 0.001 -0.003 0.015
Si 16.349 8.423 2.86 0.008 -0.003 0.01
Si 2.757 5.621 2.699 -0.002 -0.004 0.006
Si 0.063 13.799 2.766 -0.001 0.003 0.008
Si 2.861 10.97 2.887 -0.011 0.002 0.015
Si 5.423 2.924 2.652 -0.002 0.001 0.015
Si 8.19 0.141 2.654 -0.007 0.005 0.01
Si 5.507 8.304 2.756 -0.002 0.005 0.012
Si 8.283 5.583 2.84 0.001 0 0.03
Si 5.579 13.833 2.688 0.006 0.01 0.024
Si 8.266 11.012 2.727 -0.009 0 0.015
Si 10.977 2.762 2.8 0 0.006 0.008
Si 13.742 0.045 2.829 -0.001 0.001 0.019
Si 10.998 8.339 2.778 0.006 0.016 0.01
Si 13.645 5.554 2.902 -0.006 -0.015 0.013
Si 10.978 13.759 2.847 0.002 0 0.025
Si 13.705 11.07 2.754 0.003 -0.005 0
Si 1.42 4.265 4.134 -0.007 -0.007 0.002
Si 4.122 1.512 4.07 0.008 0.008 -0.006
Si 1.395 9.693 4.223 -0.005 -0.001 -0.004
Si 4.143 6.93 4.114 -0.001 -0.004 0.001
Si 1.406 15.17 4.139 0.003 0.003 0
Si 4.224 12.445 4.116 -0.005 -0.01 -0.003
Si 6.838 4.204 4.106 0.002 -0.001 -0.008
Si 9.565 1.43 4.116 0.004 0.001 0.004
Si 6.87 9.692 4.116 0.006 0.01 -0.004
Si 9.633 6.976 4.169 -0.005 -0.012 -0.003
Si 6.89 15.184 4.099 -0.009 -0.01 -0.005
Si 9.599 12.375 4.152 0.005 0.011 -0.003
Si 12.279 4.173 4.205 0.002 0.013 0.004
Si 15.09 1.482 4.151 -0.01 -0.005 -0.006
Si 12.354 9.704 4.149 -0.004 -0.004 -0.003
Si 15.05 6.96 4.196 0.006 0.01 -0.003
Si 12.364 15.114 4.197 0.004 0.003 -0.008
Si 15.09 12.426 4.126 0.003 -0.002 0.004
Si 0.048 0.122 5.521 -0.001 0.002 -0.001
Si 2.77 2.858 5.482 0 -0.001 -0.001
Si 0.052 5.604 5.525 0 0.002 -0.001
Si 2.778 8.288 5.517 -0.003 -0.001 -0.006
Si 0.038 11.085 5.542 0.003 0 -0.003
Si 2.799 13.79 5.472 -0.002 0.003 0
Si 5.502 0.144 5.454 0 0.002 -0.002
Si 8.213 2.831 5.477 -0.002 0.001 -0.004
Si 5.501 5.574 5.5 0.001 -0.001 -0.006
Si 8.236 8.332 5.504 -0.005 0.006 -0.001
Si 5.542 11.07 5.509 0.003 0 -0.001
Si 8.236 13.785 5.483 -0.003 0.003 -0.003
Si 10.958 0.091 5.506 -0.001 -0.002 -0.002
Si 13.708 2.831 5.525 0 0.002 0.001
Si 10.949 5.579 5.549 -0.001 -0.002 0.004
Si 13.688 8.327 5.543 -0.004 0.001 -0.004
Si 10.982 11.048 5.529 0.002 -0.001 -0.002
Si 13.734 13.762 5.542 -0.001 0 -0.002
Si 1.413 1.496 6.873 -0.003 0 -0.002
Si 4.137 4.209 6.869 0 -0.001 -0.001
Si 1.419 6.945 6.904 0 0.002 0.001
Si 4.15 9.69 6.856 -0.003 0.003 -0.003
Si 1.428 12.448 6.878 -0.001 -0.003 0
Si 4.147 15.172 6.841 0 0.001 -0.005
Si 6.864 1.474 6.861 0.002 0.002 -0.003
Si 9.569 4.203 6.875 -0.003 0.005 0
Si 6.87 6.952 6.865 0 -0.002 -0.002
Si 9.605 9.684 6.886 0.002 0.001 -0.002
Si 6.89 12.43 6.884 -0.001 0.003 0
Si 9.605 15.131 6.875 0.003 -0.002 -0.003
Si 12.329 1.468 6.877 0 0.001 -0.003
Si 15.082 4.216 6.873 0 0.002 -0.002
Si 12.331 6.946 6.903 0.002 -0.002 -0.001
Si 15.076 9.695 6.892 -0.001 -0.002 -0.001
Si 12.351 12.407 6.898 0 0.002 0.001
Si 15.093 15.154 6.889 0 0.001 0
Si 0.039 2.852 8.245 0 0.002 0
Si 2.782 0.12 8.231 -0.003 -0.001 -0.001
Si 0.046 8.323 8.249 -0.001 0.001 0
Si 2.78 5.57 8.257 0.001 0 0
Si 0.06 13.801 8.256 0 0.001 0.001
Si 2.783 11.056 8.233 -0.001 0.001 0
Si 5.505 2.843 8.236 0 -0.001 -0.001
Si 8.234 0.103 8.228 0.002 0 -0.002
Si 5.51 8.324 8.238 -0.002 0.001 -0.002
Si 8.223 5.582 8.247 -0.001 -0.001 0.001
Si 5.504 13.798 8.226 0.001 0.001 0
Si 8.251 11.059 8.253 0 -0.001 0
Si 10.964 2.846 8.236 0 0 -0.001
Si 13.707 0.108 8.248 -0.002 0 -0.001
Si 10.962 8.313 8.26 0.001 -0.001 0
Si 13.717 5.581 8.248 -0.001 0 0
Si 10.978 13.779 8.252 0 0.001 0.001
Si 13.711 11.047 8.268 0.002 -0.002 -0.001
Si 1.405 4.212 9.62 -0.002 -0.001 0.001
Si 4.144 1.478 9.608 -0.001 0 -0.002
Si 1.413 9.693 9.608 -0.001 0 0
Si 4.146 6.953 9.611 -0.001 0.001 0
Si 1.419 15.171 9.62 -0.001 0 0.002
Si 4.146 12.426 9.604 -0.001 0 -0.001
Si 6.862 4.213 9.611 -0.001 0.002 0
Si 9.604 1.471 9.597 0 0.001 -0.001
Si 6.877 9.689 9.615 0 0 -0.001
Si 9.598 6.944 9.621 0.001 0.001 0.002
Si 6.872 15.148 9.605 -0.001 0 -0.003
Si 9.617 12.413 9.625 0.001 0 0
Si 12.339 4.214 9.608 0.001 0.002 0
Si 15.076 1.484 9.613 -0.001 0.001 -0.001
Si 12.338 9.678 9.623 -0.002 0 0.001
Si 15.085 6.95 9.611 0.001 0 0
Si 12.345 15.147 9.617 0 0.001 0
Si 15.092 12.423 9.611 -0.002 0 0.001
Si 0.043 16.533 10.988 0 0.001 0
Si 2.774 2.843 10.978 0 0 -0.001
Si 16.447 5.586 10.984 -0.001 0.001 0.001
Si 2.778 8.325 10.976 -0.001 0.001 0
Si 0.042 11.051 10.979 0 0 0.001
Si 2.778 13.787 10.98 0 -0.001 0
Si 5.508 16.513 10.973 0.001 -0.001 -0.001
Si 8.244 2.845 10.963 0.002 0.001 0
Si 5.504 5.583 10.984 -0.001 -0.001 0
Si 8.239 8.317 10.99 -0.001 0 0
Si 5.513 11.062 10.984 0 0 -0.001
Si 8.238 13.78 10.976 0 0.001 0
Si 10.969 16.514 10.973 -0.001 0 0.001
Si 13.705 2.85 10.983 -0.001 0 0
Si 10.981 5.585 10.983 0.001 -0.001 0
Si 13.716 8.313 10.976 0 -0.001 0
Si 10.98 11.046 10.995 0.001 -0.001 0.001
Si 13.722 13.784 10.98 0.002 0.001 0.001
Si 1.414 1.489 12.361 -0.001 0.001 0
Si 4.131 4.215 12.344 -0.001 0.001 -0.001
Si 1.405 6.964 12.343 0 -0.001 0.001
Si 4.143 9.693 12.347 0 -0.002 -0.002
Si 1.403 12.419 12.343 0 0.002 0
Si 4.147 15.147 12.352 -0.001 0.001 0
Si 6.886 1.471 12.325 -0.001 0 0
Si 9.609 4.212 12.336 -0.001 0.002 -0.001
Si 6.873 6.944 12.356 0.001 0.002 0
Si 9.61 9.682 12.363 -0.001 0.001 0.003
Si 6.882 12.422 12.365 -0.001 0 0.001
Si 9.61 15.136 12.34 -0.001 0 -0.001
Si 12.329 1.477 12.342 0.001 0.002 -0.001
Si 15.075 4.222 12.353 0 -0.001 0.003
Si 12.355 6.957 12.35 0 0.001 0.002
Si 15.077 9.681 12.344 -0.001 0 0.001
Si 12.364 12.409 12.348 0 0 0.001
Si 15.08 15.159 12.349 -0.001 0 0
Si 16.45 2.862 13.724 0.004 -0.002 0.001
Si 2.781 16.513 13.718 0.002 0.001 -0.001
Si 16.441 8.324 13.717 -0.001 0.001 0.002
Si 2.766 5.597 13.707 0 0 0.001
Si 16.44 13.78 13.711 -0.001 0.001 0.003
Si 2.768 11.055 13.714 -0.001 -0.001 0
Si 5.517 2.836 13.68 -0.001 0.003 -0.001
Si 8.243 16.506 13.698 0.002 -0.002 -0.001
Si 5.509 8.321 13.715 0.001 -0.001 0.002
Si 8.252 5.575 13.714 0.001 -0.002 0.001
Si 5.51 13.788 13.736 0.001 -0.001 0.001
Si 8.253 11.055 13.738 -0.002 0.002 0.003
Si 10.966 2.847 13.711 -0.001 0 0.003
Si 13.695 16.519 13.709 -0.001 0.001 0.002
Si 10.996 8.324 13.724 0.001 -0.001 0.001
Si 13.717 5.598 13.727 -0.001 0.001 0.002
Si 10.99 13.772 13.701 0.002 0 0
Si 13.718 11.037 13.726 0.003 -0.002 0.002
Si 1.396 4.258 15.093 0.002 0 0.004
Si 4.177 1.471 15.064 -0.003 0 0.006
Si 1.39 9.699 15.083 0 -0.002 -0.001
Si 4.132 6.959 15.077 -0.002 0.001 0.003
Si 1.403 15.141 15.074 0.001 0.001 0
Si 4.13 12.414 15.091 -0.003 0.001 0
Si 6.873 4.189 15.056 0.001 0.001 -0.002
Si 9.601 1.46 15.067 -0.002 0 0.001
Si 6.876 9.68 15.092 -0.001 0 0
Si 9.637 6.943 15.073 0 0.001 0.003
Si 6.893 15.157 15.096 0 -0.001 0.004
Si 9.661 12.404 15.098 0.001 0.003 0.005
Si 12.333 4.227 15.068 0.001 -0.001 0.002
Si 15.064 1.485 15.062 -0.001 0 0
Si 12.351 9.688 15.121 0.002 -0.001 0.007
Si 15.083 6.969 15.11 0 -0.001 0.009
Si 12.332 15.141 15.08 0 -0.001 0.002
Si 15.076 12.411 15.087 0 -0.002 -0.002
Si 16.395 16.48 16.409 0.012 0.012 0.007
Si 2.806 2.867 16.376 -0.004 0 0.011
Si 16.445 5.625 16.509 0.001 -0.001 -0.008
Si 2.741 8.319 16.441 0.006 0.002 0.003
Si 16.456 11.075 16.47 -0.009 -0.003 0.004
Si 2.769 13.79 16.464 -0.004 -0.005 -0.006
Si 5.533 16.528 16.482 0 -0.001 -0.006
Si 8.203 2.79 16.43 0.004 0.004 0
Si 5.527 5.582 16.402 -0.008 -0.011 0.006
Si 8.296 8.329 16.43 -0.005 -0.006 0.002
Si 5.482 11.031 16.453 0.009 0.008 0.004
Si 8.305 13.794 16.426 0.004 -0.001 0.008
Si 10.982 16.529 16.443 -0.006 -0.008 0.006
Si 13.722 2.887 16.42 -0.004 -0.006 0
Si 10.971 5.568 16.465 0.011 0.014 0.004
Si 13.716 8.327 16.494 -0.006 -0.004 0.006
Si 11.006 11.049 16.532 0 -0.003 -0.006
Si 13.667 13.74 16.446 0.009 0.005 0.001
Si 1.395 1.487 17.65 -0.006 0.008 -0.017
Si 4.158 4.232 17.771 0.005 -0.003 -0.023
Si 1.393 7.02 17.893 0.008 -0.008 -0.005
Si 4.088 9.657 17.825 -0.011 -0.008 -0.019
Si 1.409 12.441 17.859 0.005 0 -0.016
Si 4.163 15.144 17.816 -0.003 0.001 -0.015
Si 6.876 1.476 17.909 0.003 0.001 -0.001
Si 9.576 4.139 17.758 -0.008 -0.006 -0.016
Si 6.95 6.922 17.733 -0.003 0.011 -0.014
Si 9.642 9.651 17.879 -0.001 0.002 -0.001
Si 6.938 12.389 17.725 0.006 0.005 -0.023
Si 9.623 15.184 17.842 -0.007 0.003 -0.009
Si 12.383 1.504 17.762 0.006 0.004 -0.016
Si 15.042 4.254 17.839 0.004 -0.006 0.004
Si 12.351 6.926 17.851 -0.003 0.003 -0.013
Si 15.07 9.747 17.85 0.007 -0.002 -0.018
Si 12.348 12.434 17.938 -0.001 0.004 -0.003
Si 15.027 15.082 17.791 -0.01 -0.009 -0.021
Si 16.465 2.836 19.05 0.003 -0.012 0.078
Si 2.718 16.553 19.049 -0.014 0.01 0.064
Si 16.423 8.428 19.264 -0.013 0.003 0.062
Si 2.801 5.597 19.159 0.014 0.001 0.055
Si 16.362 13.742 19.225 0.004 0.007 0.04
Si 2.758 11.063 19.245 0.02 -0.005 0.05
Si 5.498 2.903 19.227 -0.008 0.009 0.057
Si 8.275 16.524 19.289 0.011 -0.003 0.068
Si 5.544 8.245 19.056 0.001 -0.004 0.062
Si 8.244 5.508 19.126 0.008 0.002 0.051
Si 5.624 13.768 19.09 0.013 -0.019 0.056
Si 8.233 11.025 19.185 -0.005 0.005 0.059
Si 10.981 2.823 19.114 0.005 0.002 0.056
Si 13.699 16.502 19.119 0.007 0.008 0.052
Si 10.994 8.266 19.267 0.003 -0.009 0.064
Si 13.699 5.586 19.294 -0.006 0.003 0.068
Si 10.967 13.844 19.273 -0.007 0.01 0.057
Si 13.737 11.075 19.322 0.002 -0.011 0.055
Si 1.548 4.05 20.398 -0.046 0.047 -0.206
Si 3.745 1.807 20.343 0.058 -0.024 -0.191
Si 1.147 10.013 20.652 0.03 -0.041 -0.242
Si 4.462 6.691 20.433 -0.044 -0.008 -0.228
Si 1.144 15.394 20.356 0.024 -0.014 -0.168
Si 4.572 12.104 20.341 -0.09 0.01 -0.183
Si 6.694 4.466 20.586 0.026 -0.091 -0.219
Si 9.914 1.302 20.557 -0.081 0.014 -0.23
Si 6.669 9.747 20.446 0.101 -0.026 -0.191
Si 9.837 6.573 20.472 0.006 0.082 -0.229
Si 7.112 14.893 20.562 -0.016 0.07 -0.214
Si 9.332 12.652 20.497 0.043 -0.043 -0.241
Si 12.066 4.348 20.527 0.099 -0.006 -0.201
Si 15.357 1.218 20.335 -0.025 0.03 -0.224
Si 12.564 9.464 20.591 -0.072 0.02 -0.229
Si 14.825 7.27 20.562 0.026 -0.08 -0.241
Si 12.149 15.464 20.574 0.008 -0.083 -0.228
Si 15.261 12.243 20.767 -0.049 0.056 -0.215
Si 0.963 14.209 25.688 -0.066 0.051 0.015
Si 2.98 3.359 25.143 -0.091 -0.039 0.05
Si 2.885 8.294 22.736 0.007 0.046 -0.054
Si 4.269 12.868 23.299 0.058 -0.024 0.057
Si 2.162 14.95 23.204 0.032 -0.022 -0.039
Si 8.13 2.68 22.768 0.025 0.005 0.009
Si 6.425 16.471 23.233 -0.008 -0.028 0.019
Si 7.3 5.107 27.332 0.038 0.02 0.066
Si 8.412 8.319 22.626 -0.054 0.003 -0.012
Si 3.684 10.367 24.737 0.006 0.016 -0.033
Si 8 16.046 25.821 -0.042 0.052 0.047
Si 13.544 13.886 23.003 0.07 -0.046 -0.039
Si 9.738 14.019 26.774 0.065 -0.11 -0.03
Si 8.038 10.196 26.789 -0.025 0.054 0.005
Si 1.632 6.08 24.616 0.018 0.016 0.097
Si 10.57 10.69 22.663 0.058 0.032 -0.02
Si 0.404 3.063 26.913 0.039 -0.082 0.016
Si 4.399 4.077 27.631 -0.06 0.007 -0.043
Si 16.067 5.349 22.632 0.068 -0.012 -0.019
Si 2.072 12.833 29.082 0.003 -0.055 0.049
Si 2.557 15.533 27.775 0.037 0.05 0.004
Si 3.725 1 23.272 -0.013 -0.051 0.045
Si 8.786 2.742 25.875 0.021 -0.017 -0.04
Si 12.813 4.717 32.267 -0.023 0.014 -0.019
Si 8.147 7.516 25.696 0.042 0.032 0.035
Si 6.073 11.929 25.409 0.034 0.012 -0.023
Si 10.755 1.008 31.395 0.06 0.028 0.095
Si 14.461 15.18 25.796 -0.06 -0.01 0.063
Si 13.94 3.002 22.562 -0.025 -0.019 -0.025
Si 12.908 10.187 26.658 0.032 0.012 -0.02
Si 15.527 10.042 27.909 0.03 -0.019 0.072
Si 11.703 12.239 24.937 -0.011 0.065 0.04
Si 1.028 1.123 29.279 -0.017 0.055 -0.034
Si 15.273 5.497 30.804 -0.001 -0.056 -0.083
Si 1.672 5.744 27.543 0.031 -0.03 -0.006
Si 15.399 12.675 29.442 0.015 -0.036 -0.013
Si 1.669 11.25 26.743 0.088 0.074 0.049
Si 3.996 1.345 29.161 -0.036 -0.021 -0.037
Si 5.634 7.485 31.433 0.058 -0.036 0.073
Si 11.651 2.853 27.299 -0.135 0.009 0.004
Si 6.886 13.872 27.521 0.056 0.018 0.02
Si 8.584 10.361 29.733 -0.037 0.042 -0.052
Si 13.271 14.801 28.578 -0.152 -0.004 -0.063
Si 11.44 10.062 29.2 0.017 -0.078 0.006
Si 14.179 1.97 25.526 0.049 -0.038 0.034
Si 10.476 14.745 29.641 0.005 -0.094 0.041
Si 10.57 8.708 26.86 -0.078 -0.11 0.008
Si 1.303 4.809 32.253 -0.036 -0.085 0.002
Si 6.291 0.605 31.307 0.029 -0.025 -0.004
Si 2.739 7.495 31.545 -0.057 0.054 0.027
Si 0.675 15.991 31.66 0.01 0.013 -0.047
Si 2.938 14.118 31.444 0.036 -0.031 0.039
Si 8.4 2.901 31.527 0.065 -0.016 0.002
Si 8.024 5.769 30.221 0.05 0.035 0.031
Si 6.288 10.649 31.528 -0.069 -0.03 -0.044
Si 0.509 7.794 29.71 -0.011 -0.013 -0.081
Si 8.105 14.554 31.413 0.052 0.014 -0.019
Si 5.702 13.247 30.483 -0.055 -0.091 -0.076
Si 9.298 8.069 31.503 -0.053 0.055 -0.007
Si 13.134 4.115 29.389 0.024 0.043 -0.047
Si 12.012 9.577 32.102 -0.004 0.019 0.042
Si 12.772 1.341 29.432 0.027 -0.044 -0.023
Si 15.487 13.273 32.33 0.015 0.025 0.043
O 0.794 16.696 33.12 -0.003 0.049 0.041
O 15.223 1.914 33.945 0.096 0.044 -0.155
O 2.192 3.552 32.816 0.131 0.079 -0.254
O 4.106 1.96 33.788 0.11 -0.045 -0.068
O 0.559 5.461 33.518 0.161 0.059 0.133
O 15.208 7.429 33.972 0.001 -0.038 -0.192
O 2.95 8.194 33.005 0.109 0.142 -0.15
O 1.659 8.386 30.702 0.126 0.099 -0.258
O 16.411 12.376 33.313 0.104 0.018 -0.042
O 1.481 10.199 33.898 0.063 -0.009 0.146
O 2.604 14.076 33.027 -0.334 -0.063 -0.015
O 2.111 15.474 31.04 0.149 0.26 0.207
O 5.746 16.573 32.792 0.201 0.01 -0.004
O 7.416 15.923 30.813 0.009 0.142 -0.439
O 8.827 3.174 33.071 0.15 0.02 0.008
O 6.977 4.77 33.907 -0.189 0.046 0.32
O 5.571 6.86 32.957 0.264 0.09 0.221
O 6.646 6.566 30.565 0.014 -0.017 0.181
O 8.756 8.792 30.143 0.09 -0.098 -0.191
O 8.322 8.521 32.764 -0.05 -0.23 0.106
O 6.179 10.934 33.122 0.033 0.035 0.026
O 4.437 12.723 34.058 -0.119 -0.079 -0.363
O 8.575 14.81 32.952 0.246 0.013 0.111
O 6.91 13.471 31.544 0.037 0.029 0.165
O 9.689 2.135 30.905 0.036 -0.064 -0.413
O 10.664 0.79 33.002 -0.025 -0.058 -0.022
O 13.19 3.391 33.132 -0.262 -0.05 0.037
O 14.439 5.097 29.445 -0.269 -0.122 0.009
O 14.209 5.538 32.045 0.128 0.279 0.076
O 9.823 7.102 34.167 -0.006 -0.015 -0.068
O 13.285 8.952 32.918 -0.089 0.004 -0.267
O 9.84 12.73 33.856 0.069 -0.116 -0.238
O 11.529 10.902 32.938 -0.015 -0.045 0.008
O 14.086 13.605 33.081 -0.338 -0.055 -0.254
O 12.488 15.519 33.894 0.108 0.061 0.132
O 0.876 4.699 21.754 0.199 0.224 -0.087
O 2.613 4.794 24.485 0.245 -0.069 -0.09
O 4.245 1.109 21.735 0.384 -0.319 0.013
O 2.647 2.92 20.882 -0.181 -0.237 -0.044
O 1.879 9.321 21.961 0.088 -0.097 0.029
O 3.839 9.053 23.813 -0.006 -0.271 0.248
O 5.57 5.605 21.035 -0.182 0.17 0.288
O 3.838 7.505 21.704 -0.1 0.143 0.205
O 0.902 14.414 24.075 -0.028 -0.049 0.062
O 1.849 14.644 21.641 -0.172 -0.015 -0.012
O 4.282 12.96 21.697 -0.103 0.048 0.152
O 3.526 14.235 23.746 0.357 0.019 -0.117
O 8.632 3.097 24.275 0.214 0.243 0.066
O 7.45 3.937 21.965 0.097 -0.035 0.067
O 9.393 2.095 21.909 -0.136 -0.185 0.249
O 11.038 16.595 21.067 -0.219 -0.177 0.042
O 7.142 8.979 21.835 -0.177 0.156 0.029
O 5.534 10.866 20.885 0.089 -0.036 -0.051
O 9.015 7.059 21.806 -0.058 0.096 0.266
O 8.017 7.777 24.099 -0.053 -0.337 0.132
O 6.406 15.492 21.927 -0.418 -0.124 0.005
O 4.985 16.662 23.974 0.008 0.035 0.181
O 9.97 11.948 21.83 0.035 -0.096 0.049
O 8.219 13.753 21.044 -0.219 -0.15 0.288
O 10.948 5.468 21.024 -0.111 -0.075 0.189
O 12.545 3.489 21.863 -0.024 -0.152 0.008
O 14.683 1.895 21.653 -0.337 -0.011 -0.188
O 16.454 16.516 20.904 0.052 -0.005 -0.059
O 13.681 8.346 21.096 -0.165 0.115 -0.188
O 11.951 10.175 21.953 -0.054 0.222 -0.116
O 15.569 6.727 21.927 0.306 0.139 -0.035
O 13.755 2.302 23.998 -0.019 -0.257 0.171
O 12.921 14.945 21.931 0.295 -0.171 -0.172
O 12.291 13.113 23.699 -0.056 0.166 0.19
O 16.444 11.138 21.207 0.029 -0.02 0.016
O 14.574 12.908 22.146 0.024 0.198 -0.187
O 14.235 14.641 24.27 0.054 -0.002 0.014
O 1.739 2.715 26.012 0.039 -0.336 0.092
O 4.283 3.529 26.101 0.197 -0.332 0.046
O 2.005 7.236 23.568 -0.158 -0.197 -0.242
O 2.516 10.217 25.835 -0.028 -0.023 -0.012
O 0.266 10.492 26.888 0.054 0.201 -0.246
O 3.334 11.62 23.76 -0.119 0.003 -0.224
O 2.911 14.101 28.482 0.431 -0.06 0.297
O 1.4 12.684 26.03 -0.229 0.141 -0.176
O 3.416 2.438 23.905 0.036 0.172 -0.049
O 7.352 15.806 24.365 0.18 -0.306 -0.074
O 6.994 1.529 22.826 -0.049 0.083 -0.131
O 7.823 3.658 26.81 0.017 -0.044 -0.051
O 10.316 3.009 26.394 0.014 0.285 0.045
O 5.744 4.97 27.795 0.017 0.176 0.392
O 7.386 8.73 26.482 -0.1 -0.177 0.252
O 9.722 7.469 26.225 0.189 -0.066 -0.039
O 5.045 10.679 25.563 -0.144 0.008 -0.06
O 5.762 12.659 23.967 0.001 0.178 -0.187
O 9.357 15.148 25.675 0.183 0.06 -0.248
O 2.352 16.552 23.398 -0.156 0.152 0.026
O 13.314 14.74 26.916 -0.078 -0.257 -0.182
O 12.017 14.184 29.474 0.166 0.041 -0.159
O 15.9 14.575 26.29 -0.029 -0.09 0.279
O 14.503 0.394 25.725 -0.078 0.039 0.25
O 9.653 10.059 26.664 0.238 0.262 0.316
O 7.428 6.12 26.063 -0.114 -0.062 -0.283
O 16.113 8.963 28.953 0.075 0.069 0.134
O 11.961 8.985 26.061 -0.03 -0.114 -0.203
O 10.749 11.149 24.205 -0.014 -0.436 0.133
O 9.545 9.456 22.709 0.202 0.123 -0.249
O 0.326 2.208 28.298 -0.211 0.067 0.108
O 2.15 15.209 26.232 0.093 0.037 -0.1
O 3.084 5.01 27.941 0.09 -0.176 0.003
O 4.537 2.773 28.599 0.317 0.144 0.059
O 0.498 4.63 27.344 -0.333 -0.101 0.116
O 0.129 5.62 24.169 -0.131 -0.057 0.155
O 0.481 13.083 28.954 -0.101 0.415 0.236
O 2.415 11.503 28.195 -0.033 -0.036 0.103
O 1.206 16.17 28.407 -0.218 0.179 -0.107
O 7.043 15.436 27.025 -0.18 0.171 0.214
O 3.789 16.597 27.985 0.065 -0.073 -0.019
O 9.232 6.498 31.059 0.114 -0.332 0.31
O 8.342 1.193 26.12 -0.148 0.05 0.065
O 11.492 1.672 28.436 -0.097 0.032 -0.131
O 12.113 4.236 28.102 0.264 0.24 0.156
O 8.034 4.232 30.705 0 -0.129 -0.213
O 7.711 10.562 28.357 -0.147 0.013 0.069
O 10.106 10.944 29.584 0.07 0.047 -0.149
O 5.853 13.062 26.554 -0.236 0.141 0.165
O 7.538 11.253 25.644 0.385 -0.13 -0.124
O 10.432 16.108 30.499 -0.396 0.241 -0.031
O 8.397 13.226 27.324 0.026 -0.098 0.24
O 13.477 16.365 28.997 0.346 0.169 -0.22
O 15.488 2.81 26.008 0.053 0.075 0.064
O 12.881 2.408 26.364 -0.064 -0.014 0.159
O 12.28 10.823 28.038 0.156 0.099 -0.041
O 14.326 9.469 26.979 -0.058 -0.36 -0.119
O 14.826 4.337 22.702 0.089 0.233 -0.1
O 10.851 13.047 26.088 0.07 0.204 0.437
O 12.966 11.45 25.629 -0.055 -0.199 0.123
O 2.504 1.655 29.772 -0.053 -0.063 -0.093
O 0.137 0.71 30.591 -0.389 0.278 0.065
O 1.249 6.778 28.694 0.18 0.127 -0.027
O 1.745 6.607 26.151 -0.043 0.056 -0.193
O 2.287 5.935 31.639 0.474 -0.086 -0.024
O 16.126 14.689 31.842 0.191 -0.035 -0.151
O 15.252 12.351 31.023 -0.059 -0.193 0.013
O 14.534 13.969 29.086 0.056 0.089 -0.095
O 2.394 12.763 30.682 -0.043 -0.201 0.213
O 4.155 7.403 30.767 -0.133 -0.192 0.016
O 7.037 2.029 31.464 0.009 -0.134 -0.197
O 5.061 0.777 30.253 -0.064 -0.001 -0.064
O 5.966 9.077 31.312 -0.03 0.024 0.072
O 8.164 5.709 28.589 -0.073 0.155 -0.008
O 11.709 5.562 33.105 -0.082 0.253 -0.316
O 4.496 14.23 30.988 -0.061 -0.037 -0.305
O 6.252 13.709 29.012 -0.076 0.224 0.006
O 5.303 11.658 30.652 -0.038 0.042 0.176
O 7.792 11.011 30.984 -0.103 0.382 -0.043
O 13.793 2.606 29.32 0.065 0.016 0.238
O 12.289 1.35 30.989 0.183 0.208 0.017
O 12.377 9.925 30.54 0.193 0.047 -0.114
O 10.809 8.485 31.945 -0.205 -0.058 -0.24
O 15.836 6.998 30.62 -0.107 0.122 0.019
O 10.148 14.931 28.063 -0.166 0.027 -0.14
O 9.285 13.925 30.431 0.044 -0.026 -0.177
O 10.973 8.632 28.471 -0.271 -0.089 0.326
O 14.935 11.327 28.694 0.008 0.035 0.005
O 0.125 4.471 31.146 -0.13 -0.147 0.283
O 12.262 4.343 30.77 -0.309 0.161 0.07

Results
total energy: -108582.123 eV
total energy less fixed offsets of O -438.25, Si -107.07 eV per atom: -4.053 eV
